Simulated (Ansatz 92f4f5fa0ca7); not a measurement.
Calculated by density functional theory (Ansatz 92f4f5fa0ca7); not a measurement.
Periodic cell of 223 atoms, Si132O90B1, from a study of silicon, its oxide and their interface. The atomic structure is a simulated model.
Doubt: the cutoff is far below the 930 eV that the study's wrapper takes by default for these files, so forces and energies are approximate.
This geometry differs little from another in the collection (a relaxation step or a small displacement).

Settings
functional: PBE
potential files: Ansatz PAW
basis: plane waves
wave-function cutoff: 580 eV
density cutoff ratio: 5
exchange-correlation grid ratio: 1
k mesh: 1 x 1 x 1, Gamma-centred
self-consistency stop: 5e-08 eV per atom in the density residual
occupations: fixed
spin: none
net charge: -1 e, with a uniform compensating background and no finite-size correction

Cell vectors (angstrom)
a	10.938	0	0
b	0	10.938	0
c	0	0	32.1988

Atoms: element, x, y, z (angstrom)
Si	10.5888	0.2542	24.8933
Si	5.7295	10.6517	24.7736
Si	2.454	2.92	24.6792
Si	8.4332	2.5329	24.9014
Si	0.2026	5.1491	24.8325
Si	5.2166	5.7671	24.7665
Si	2.9488	7.9996	24.6405
Si	7.9143	8.3689	24.807
Si	1.3216	1.3927	26.0811
Si	6.8418	1.3092	26.12
Si	4.0445	4.1128	25.9943
Si	9.4442	4.2159	26.236
Si	1.3893	6.8148	26.0101
Si	6.9174	6.7009	26.1824
Si	4.1042	9.5222	26.042
Si	9.4635	9.5679	26.141
Si	2.7249	-0.0087	27.3775
Si	8.159	-0.0215	27.56
Si	-0.0427	2.7678	27.4791
Si	5.4826	2.7894	27.3705
Si	2.7254	5.4643	27.4415
B	8.1826	5.4696	27.3463
Si	-0.0569	8.1338	27.3788
Si	5.4839	8.1515	27.4433
Si	4.1016	1.3885	28.7401
Si	9.5753	1.3635	28.8439
Si	1.3528	4.1055	28.8166
Si	6.9785	4.2558	28.5703
Si	4.105	6.8176	28.8079
Si	9.3942	6.67	28.5765
Si	1.338	9.5404	28.7326
Si	6.7854	9.5347	28.858
Si	0.0156	-0.0291	30.1522
Si	5.4282	0.0153	30.1516
Si	2.7381	2.7262	30.1434
Si	8.171	2.7995	30.0737
Si	-0.0796	5.4888	30.0735
Si	5.5322	5.436	30.0857
Si	2.7157	8.2064	30.1199
Si	8.2195	8.124	30.0939
Si	1.3779	1.3509	31.5184
Si	6.8308	1.4046	31.4537
Si	4.1386	4.0941	31.4727
Si	9.5609	4.0992	31.4841
Si	1.3219	6.8378	31.4405
Si	6.8447	6.8135	31.5051
Si	4.0732	9.5702	31.51
Si	9.5696	9.5231	31.4749
Si	2.737	-0.0073	0.7056
Si	8.1962	0.0052	0.6048
Si	-0.008	2.733	0.662
Si	5.4834	2.73	0.6709
Si	2.73	5.4887	0.5948
Si	8.2148	5.4493	0.6852
Si	0.0077	8.1845	0.665
Si	5.4698	8.2032	0.6597
Si	4.1336	1.3627	2.0493
Si	9.5582	1.3419	2.0134
Si	1.3828	4.1307	1.9858
Si	6.8518	4.0789	2.0536
Si	4.0916	6.8281	2.0122
Si	9.5847	6.8282	2.0402
Si	1.3742	9.5371	2.0467
Si	6.8321	9.6046	2.0078
Si	-0.0145	-0.0344	3.369
Si	5.4982	0.0076	3.4523
Si	2.7714	2.7894	3.3394
Si	8.1962	2.6825	3.4293
Si	0.0329	5.4714	3.4083
Si	5.4706	5.4659	3.3787
Si	2.7686	8.197	3.43
Si	8.205	8.2319	3.3501
Si	1.3884	1.3941	4.6078
Si	6.8498	1.3428	4.8954
Si	4.1535	4.0853	4.7834
Si	9.5826	4.0763	4.7346
Si	1.4149	6.8259	4.8045
Si	6.8194	6.8906	4.699
Si	4.1379	9.5731	4.8244
Si	9.5528	9.5483	4.7722
Si	2.7449	0.1105	6.0344
Si	8.2095	-0.0675	6.2568
Si	0.0296	2.6724	6.029
Si	5.4771	2.7264	6.272
Si	2.8175	5.4735	6.1665
Si	8.1725	5.4783	6.0086
Si	0.0113	8.186	6.1364
Si	5.5292	8.2202	6.2173
Si	3.8383	1.5701	7.5795
Si	9.843	1.1374	7.4368
Si	1.6358	3.7945	7.2968
Si	6.6528	4.4177	7.4571
Si	4.4084	6.6301	7.5297
Si	9.3644	6.9418	7.3805
Si	1.142	9.9192	7.2742
Si	7.1649	9.2183	7.6552
O	8.3057	8.0684	7.9187
O	2.7166	2.7271	7.9475
O	9.5626	1.4404	24.3565
O	4.1217	6.9014	24.189
O	0.0356	0.0275	7.9514
O	5.5341	5.5131	8.0266
O	6.7976	9.4843	24.2663
O	1.2829	4.0167	24.2412
O	3.8585	7.3834	8.9252
O	0.8373	4.3688	8.6066
O	9.8166	6.1528	8.7726
O	2.1126	9.3876	8.4918
O	7.5096	3.9246	8.7879
O	4.2704	0.9255	9.0588
O	6.7401	9.5519	9.2199
O	9.2139	1.8535	8.7918
O	7.7452	3.1713	23.5418
O	10.4765	5.8176	23.4774
O	5.0847	0.4056	23.4184
O	5.8862	5.1125	23.3975
O	3.0934	2.2092	23.3054
O	2.2843	8.7244	23.2737
O	8.5763	7.7185	23.4283
O	0.2291	10.4132	23.5735
Si	4.3926	1.5744	22.5244
Si	3.4901	7.9341	14.0316
Si	7.123	0.9658	14.6697
Si	0.9321	9.3591	22.5743
Si	1.1741	4.3118	11.8727
Si	6.263	8.9723	15.3256
Si	0.6751	1.3671	12.2947
Si	8.6208	4.9562	20.5493
Si	0.3276	5.7066	9.345
Si	5.0973	3.1226	17.9473
Si	0.8791	3.7414	16.7512
Si	10.3979	2.8403	19.2495
Si	5.2793	1.1825	10.3336
Si	0.8874	0.1662	19.8798
Si	6.6461	9.4609	10.8522
Si	9.3403	9.6853	18.3332
Si	9.3899	9.2473	12.5703
Si	6.5852	3.8571	22.6416
Si	2.4407	8.0714	9.3643
Si	10.5921	7.371	17.0874
Si	2.5126	6.2967	16.5831
Si	10.1747	4.4918	14.1872
Si	6.1337	9.197	18.5247
Si	7.9727	2.5729	9.5608
Si	8.876	2.1484	12.4424
Si	5.3449	6.2497	18.0719
Si	3.9243	0.5719	19.5042
Si	4.2746	3.8363	12.0457
Si	5.5448	6.6039	12.1367
Si	8.0156	2.5048	17.231
Si	4.3585	2.4811	14.9677
Si	1.5412	1.2105	15.2554
Si	1.5723	9.4119	12.0349
Si	8.0493	6.8539	13.8722
Si	10.3793	9.8363	15.4906
Si	9.787	6.9998	22.6127
Si	8.1185	5.4859	17.4398
O	6.0477	7.9593	11.2908
O	6.0132	9.2141	16.9033
O	7.6812	1.3681	13.1971
O	0.8932	1.7448	13.8659
O	9.4407	6.2474	16.898
O	6.763	6.2033	13.1365
O	5.1337	4.6634	18.6066
O	9.2254	2.1493	18.2876
O	2.3709	0.1081	19.1083
O	9.4112	10.2349	16.768
O	2.7846	4.4334	11.7114
O	5.0672	10.3337	19.1202
O	9.4208	3.2485	13.4843
O	0.4494	1.7576	19.9806
O	3.1558	1.3564	15.057
O	8.1657	5.3849	19.0499
O	3.9	6.598	17.3869
O	4.5658	3.281	16.3896
O	9.0614	5.6694	14.3216
O	5.4616	2.7616	22.2036
O	10.6735	4.1384	15.6815
O	0.3376	3.8525	18.2855
O	10.4285	10.5192	19.2203
O	9.6432	10.0257	14.0307
O	10.8781	8.1292	22.1677
O	1.2	2.1616	16.5262
O	9.728	3.7516	20.4237
O	8.1406	4.0363	16.7046
O	-0.0419	9.1032	11.907
O	6.5798	2.4134	18.003
O	5.5818	10.7171	11.1866
O	7.7484	9.5997	18.8436
O	10.0259	1.0242	12.0613
O	1.3054	6.9629	9.0704
O	0.619	4.7704	13.3452
O	5.7007	7.6317	18.984
O	5.2335	5.0871	11.5231
O	2.7137	6.9905	15.12
O	0.9078	2.7438	11.4665
O	0.8617	10.6833	15.5481
O	2.4067	8.5893	10.905
O	4.6958	2.4314	11.2664
O	4.25	3.5068	13.6781
O	2.1905	4.6897	16.4936
O	10.7002	8.2481	15.7028
O	6.9289	10.2981	14.6773
O	2.3433	8.954	13.4206
O	8.0387	1.5322	15.9105
O	4.1318	6.9982	12.8618
O	4.1758	2.017	18.7343
O	7.2851	4.4113	21.2824
O	8.4108	2.9253	11.0932
O	1.1868	6.8783	17.3668
O	5.6579	1.5826	14.7646
O	8.1299	9.7539	11.5905
O	9.2136	6.2866	21.2613
O	8.9613	7.7161	12.8627
O	1.6495	0.12	11.8768
O	6.6577	6.1553	17.0771
O	7.3902	7.8063	15.0417
O	1.2097	10.2541	21.2312
O	10.0285	8.2045	18.3601
O	3.9632	0.8783	21.106
O	0.3301	5.3306	10.9201
O	6.7009	1.572	9.6389
O	4.7749	8.7149	14.6861

Results
free energy: -135250.484 eV
free energy less fixed offsets of B -154.04, O -568.88, Si -635.61 eV per atom: 3.276 eV

Forces (eV/angstrom), in the order of the atoms: element, x, y, z
Si	0.0377	-0.0208	0.0402
Si	-0.0332	0.0222	0.0111
Si	0.0272	-0.0338	0.0132
Si	-0.0043	0.0465	0.0327
Si	-0.0375	-0.0045	-0.0084
Si	0.0336	0.0026	-0.0226
Si	-0.0208	0.0252	-0.0157
Si	0.0036	-0.0373	0.0064
Si	-0.0082	0.0015	-0.0008
Si	0.0015	-0.0071	-0.0065
Si	-0.0137	-0.0039	-0.0064
Si	0.0481	-0.0564	-0.0368
Si	0.0109	0.0042	-0.0052
Si	-0.0304	0.0371	-0.0376
Si	0.005	-0.0023	-0.0029
Si	-0.0038	0.0077	-0.0097
Si	-0.0038	0.0055	-0.0036
Si	0.0083	0.003	-0.0116
Si	-0.0125	-0.0066	-0.0175
Si	-0.0062	-0.0053	0.0056
Si	0.0019	-0.0065	0.0066
B	-0.0295	0.0037	0.1572
Si	0.0008	0.0093	0.0069
Si	0.0066	0.0025	-0.0029
Si	0.0022	-0.0011	-0.0155
Si	0.0023	0.0148	0.0016
Si	-0.0083	0.0086	0.0009
Si	0.0362	0.031	-0.0452
Si	0.0089	-0.0001	0.0013
Si	-0.0208	-0.0225	-0.0366
Si	0.0035	-0.003	-0.0163
Si	-0.0123	-0.0148	0.0068
Si	-0.0141	0.0045	-0.0029
Si	0.0145	-0.0042	-0.0011
Si	-0.0037	0.0081	0.0006
Si	0.0031	-0.0075	0.0001
Si	0.0057	-0.0068	0.0013
Si	-0.0066	0.0057	0.001
Si	0.0017	-0.0093	0.0035
Si	-0.0033	0.0061	-0.0014
Si	0.001	-0.0006	-0.0001
Si	0.0025	0.0052	-0.0014
Si	0.0063	0.003	-0.0003
Si	-0.0034	0.0048	-0.0086
Si	-0.0044	-0.0022	-0.0001
Si	0.0025	-0.0039	-0.0068
Si	-0.0008	0.0022	-0.0048
Si	-0.0033	-0.0054	0.0004
Si	0.003	-0.0029	0.0026
Si	-0.0018	0.0003	0.003
Si	0	0.0002	0.0028
Si	0.0016	-0.0005	0.0005
Si	-0.0036	0.0012	0.0033
Si	0.0023	-0.0031	0.0003
Si	0.0005	-0.0028	0.0001
Si	-0.0031	0.0024	0.0042
Si	-0.0017	0.0066	-0.0004
Si	-0.0077	-0.0062	-0.0032
Si	0.0096	0.0066	-0.0002
Si	-0.0076	0.0002	-0.0012
Si	-0.0034	-0.01	-0.0028
Si	0.0015	0.0074	0
Si	-0.0073	-0.0007	0.0003
Si	0.0137	0.0002	-0.0017
Si	0.001	-0.0055	-0.0027
Si	0.0016	-0.0004	0.0118
Si	0.0022	0.0049	-0.0086
Si	-0.0021	-0.0063	0.0062
Si	0.0028	-0.003	0.0015
Si	-0.0027	-0.0032	0.0013
Si	0.0054	0.0044	0.0073
Si	-0.0049	0.003	-0.0047
Si	-0.0023	-0.0021	-0.008
Si	0.0003	0.0004	-0.0097
Si	0.0048	0.0041	-0.011
Si	-0.0007	0.0008	0.0017
Si	-0.0013	-0.0028	-0.0032
Si	-0.0002	0.001	-0.0008
Si	-0.0013	-0.003	-0.0029
Si	0.0016	0.0024	-0.0065
Si	0.01	-0.0081	0.0048
Si	-0.0012	0.0001	0.0028
Si	-0.0078	0.0063	0.0039
Si	-0.0013	-0.0064	0.0028
Si	0.0003	0.0025	0.0037
Si	0.001	-0.0009	-0.003
Si	0.0008	-0.0009	0.0032
Si	-0.0018	0.0021	-0.0039
Si	0.0071	-0.0135	0.0308
Si	-0.0034	0.0126	0.0247
Si	-0.0144	0.0029	0.031
Si	0.0143	-0.0003	0.0269
Si	-0.0034	0.0107	0.0224
Si	-0.002	-0.0109	0.024
Si	0.0111	-0.0022	0.0258
Si	-0.0136	0.0041	0.034
O	0.0142	0.0072	-0.0057
O	0.0073	0.0062	-0.0142
O	-0.023	0.0045	-0.0669
O	0.0057	-0.0062	0.0112
O	-0.0068	-0.0053	-0.0108
O	-0.009	-0.0064	-0.0053
O	0.0178	-0.0046	-0.0281
O	-0.0059	0.0171	-0.0188
O	0.0121	-0.0133	-0.0176
O	0.0117	-0.0125	-0.0202
O	-0.0121	0.011	-0.018
O	-0.0132	0.0141	-0.0252
O	-0.0135	0.0141	-0.0209
O	-0.0168	0.0059	-0.0336
O	0.0073	-0.0024	-0.0459
O	0.0173	-0.0165	-0.0236
O	0.0089	-0.0126	0.0211
O	0.0173	-0.0158	0.0267
O	0.0157	-0.0116	0.0236
O	-0.0227	0.0219	0.0275
O	-0.0173	0.0182	0.019
O	0.0267	-0.0244	0.0201
O	-0.0156	0.0178	0.0261
O	-0.0008	-0.0082	0.02
Si	-0.0011	-0.0066	-0.0399
Si	0.002	0.0003	0.0022
Si	-0.0044	-0.0028	0.0017
Si	-0.01	0.0215	-0.0341
Si	0.0056	-0.011	-0.0032
Si	0.0032	0.0018	-0.0023
Si	-0.0017	0.0001	-0.0123
Si	0.0093	-0.0122	-0.0146
Si	0.0096	0.0011	0.0206
Si	0.0051	0.006	0.0117
Si	0.0049	-0.0014	0.0019
Si	0.0013	-0.0042	0.0021
Si	0.0056	0.0076	0.016
Si	-0.0128	0.014	-0.0037
Si	0.0074	-0.0128	0.021
Si	-0.006	-0.0074	0.0093
Si	0.0066	-0.0044	-0.0047
Si	0.0049	-0.0054	-0.0364
Si	-0.0054	-0.0002	0.0247
Si	0.0014	0.0001	0.009
Si	-0.0021	0.0003	0.0122
Si	-0.0032	0.005	-0.0005
Si	0.0052	-0.0074	0.0151
Si	-0.0079	-0.0043	0.0248
Si	0.0062	-0.0065	0.0027
Si	-0.0029	0.0025	0.0176
Si	0.0058	-0.005	-0.0157
Si	-0.0026	0.0084	-0.0084
Si	-0.0015	-0.0061	-0.0107
Si	-0.0029	0.001	0.0077
Si	-0.0001	-0.0076	0.0043
Si	0.0033	-0.0032	0.0059
Si	-0.0118	0.0083	-0.0007
Si	0.0017	0.0011	-0.0039
Si	0.0027	-0.002	0.0056
Si	0.0016	0.0004	-0.0349
Si	-0.0018	0.0033	-0.0045
O	0.0046	0.0165	0.0017
O	-0.0001	0.0002	0.0007
O	0.006	0.0049	-0.002
O	-0.0038	0.0014	-0.0056
O	-0.0025	-0.002	-0.0032
O	-0.0087	0.0006	0.0031
O	-0.0003	-0.0037	-0.0106
O	0.0091	0.0018	-0.0023
O	-0.0032	0.0006	-0.0007
O	0	0.0007	-0.0001
O	-0.0011	0.002	0.0107
O	-0.0088	0.0101	-0.0056
O	-0.0031	-0.006	0.0021
O	0.004	-0.0032	-0.0092
O	-0.0002	0.0016	0.0004
O	0.0045	-0.0037	0.0161
O	0.0028	-0.0002	-0.0083
O	0.0004	-0.0005	-0.0013
O	0.001	-0.0006	0.004
O	0.0035	0.0042	0.0009
O	-0.0013	-0.0004	-0.0038
O	-0.0056	-0.0032	0.0008
O	0.0153	0.0066	-0.0013
O	-0.0021	-0.0016	-0.005
O	-0.0044	-0.0054	-0.0013
O	-0.001	0.0012	-0.0031
O	-0.0092	0.0122	-0.0007
O	0.0018	0.0006	-0.0002
O	0.0065	-0.0006	0.0092
O	-0.0021	-0.0004	-0.0078
O	-0.0006	0.0072	0.0012
O	0.0001	0.0015	-0.0109
O	-0.0022	0.0009	0.0094
O	-0.0012	0.0007	0.0039
O	0.0063	-0.0005	-0.002
O	0.0012	0.0028	-0.0138
O	-0.0003	-0.005	0.0107
O	0.0016	0.0014	-0.0039
O	0.0015	0.0054	0.0089
O	-0.0001	0.0008	-0.002
O	0.0096	-0.0137	-0.0214
O	0.0071	-0.0194	-0.0027
O	-0.0007	0.0069	-0.0081
O	-0.0007	-0.0004	-0.0033
O	-0.0006	0.0006	0.0002
O	0.0013	0.0018	0.0032
O	-0.0048	0.003	-0.0018
O	0.0009	-0.0001	-0.0023
O	0.0067	-0.0046	0.0032
O	-0.0058	-0.0103	-0.0008
O	-0.0215	-0.01	0.0165
O	-0.0094	0.0024	-0.0212
O	0.0003	-0.0005	-0.0089
O	-0.0004	0.002	0.0013
O	-0.0176	0.0032	-0.0016
O	0.0119	0.0218	0.0153
O	0.0013	0.005	0.0054
O	0.0039	-0.0033	0.0098
O	0.0012	0.0002	-0.0029
O	0.0017	-0.0033	-0.0006
O	-0.0016	-0.0271	0.0303
O	-0.001	0.0038	-0.006
O	0.008	0.0168	0.0363
O	-0.006	0.0124	-0.0191
O	0.0079	0.0045	0.0028
O	-0.0033	-0.0013	0.0004

The program warned: the cutoff lies below the one the program advises for these potential files; the forces do not sum to zero within the program's tolerance; the exchange-correlation potential is rough where the density is thin.
